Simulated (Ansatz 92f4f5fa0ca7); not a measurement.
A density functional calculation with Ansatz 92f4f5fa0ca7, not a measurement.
Periodic cell of 227 atoms, Si136O81N10, from a study of silicon, its oxide and their interface. The atomic structure is a simulated model.
This geometry differs little from another in the collection (a relaxation step or a small displacement).

Settings: functional r2SCAN; potential files Ansatz PAW; basis plane waves; wave-function cutoff 800 eV; density cutoff ratio 5; exchange-correlation grid ratio 1; k mesh 1 x 1 x 1, shifted by 0.5 0.5 0 of a step; self-consistency stop 1e-10 eV per atom in the density residual; occupations fixed; spin none; net charge 0.

Cell vectors (angstrom)
a, 10.88, 0, 0
b, 0, 10.88, 0
c, 0, 0, 31.5759

Atoms and the computed forces on them: element, x, y, z (angstrom), force x, y, z (eV/angstrom)
Si, 0.0264, 0.2754, -0.203, 0.0107, 0.0853, 0.0161
Si, 2.5277, 2.868, 0.2317, -0.0127, 0.0019, 0.0062
Si, 0.2951, 5.0473, -0.0492, -0.0004, -0.0015, -0.0315
Si, 3.0908, 7.9316, 0.2256, 0.0556, 0.026, -0.0337
Si, 5.7142, -0.5206, -0.2551, -0.0214, 0.0137, -0.0544
Si, 8.4447, 2.3241, -0.3347, 0.0454, -0.02, 0.0213
Si, 5.3242, 5.7567, 0.2238, 0.0287, 0.0224, -0.0254
Si, 7.8778, 8.2368, -0.2645, -0.0039, -0.0175, -0.0403
Si, 1.324, 1.3335, 1.4499, -0.0143, 0.0109, 0.0033
Si, 4.1854, 4.0101, 1.3338, -0.0118, -0.0068, -0.0086
Si, 1.3309, 6.7283, 1.2253, -0.0072, -0.0115, -0.0132
Si, 4.1294, 9.6389, 1.3528, 0.0012, 0.0021, 0.0149
Si, 6.9012, 1.1283, 1.0334, -0.0161, 0.0153, -0.0009
Si, 9.4839, 3.9501, 1.1338, -0.0178, 0.002, 0.0059
Si, 7.0033, 6.8097, 1.3873, -0.0179, -0.0027, 0.0058
Si, 9.5328, 9.5283, 0.975, 0.0096, -0.0211, 0.0004
Si, -0.0806, 2.7042, 2.6798, -0.0274, -0.0385, -0.02
Si, 2.7342, 0.0037, 2.715, 0.0044, 0.017, -0.0128
Si, -0.0706, 8.1237, 2.463, -0.0015, 0.0125, 0.0069
Si, 2.7585, 5.4206, 2.6445, -0.0006, 0.0017, 0.0103
Si, 5.5351, 2.5243, 2.5002, 0.0044, -0.0061, -0.0017
Si, 8.2742, -0.0413, 2.529, 0.0095, 0.0067, 0.002
Si, 5.5128, 8.1912, 2.657, 0.0052, -0.0026, -0.0042
Si, 8.2578, 5.324, 2.611, 0.014, -0.003, -0.016
Si, 1.359, 4.0607, 3.9726, 0.0103, 0.0147, -0.0063
Si, 4.131, 1.3422, 3.9975, 0.0071, -0.0148, 0.0056
Si, 1.3254, 9.4424, 3.9106, -0.0034, -0.0215, -0.0009
Si, 4.1111, 6.8013, 3.9733, -0.0025, 0.0022, -0.0033
Si, 6.8242, 3.9681, 3.8967, -0.0056, -0.001, -0.0005
Si, 9.4987, 1.3188, 4.0009, 0.0043, 0.019, -0.0229
Si, 6.8798, 9.5335, 3.9541, -0.0011, 0.0076, 0.0127
Si, 9.5601, 6.7507, 3.9342, -0.0111, 0.0075, 0.005
Si, 0.0033, -0.053, 5.2959, -0.0065, 0.0025, 0.009
Si, 2.7255, 2.697, 5.3186, -0.0082, 0.0045, 0.0012
Si, 0.0163, 5.4214, 5.3325, 0.0028, -0.0101, 0.0007
Si, 2.7071, 8.1283, 5.3145, -0.007, -0.0001, 0.0075
Si, 5.4759, -0.0357, 5.3335, 0.0092, 0.0085, 0.0013
Si, 8.1401, 2.6742, 5.3448, 0.0022, -0.0058, 0.0094
Si, 5.4621, 5.3781, 5.2595, -0.0002, -0.0014, 0.0084
Si, 8.1763, 8.1081, 5.289, 0.001, 0.0052, -0.0027
Si, 1.3552, 1.3158, 6.6613, -0.0001, 0.0066, 0.0009
Si, 4.0786, 4.0753, 6.6472, 0.001, -0.0033, 0.0028
Si, 1.3516, 6.7766, 6.6853, -0.0029, 0.0024, 0.0002
Si, 4.0673, 9.5007, 6.6737, -0.0038, 0.0033, -0.002
Si, 6.782, 1.3345, 6.7044, -0.0039, -0.0094, 0.0005
Si, 9.5068, 4.0606, 6.6786, 0.0018, 0.0061, -0.006
Si, 6.7916, 6.7578, 6.642, -0.0003, -0.0033, -0.0038
Si, 9.5089, 9.4827, 6.6442, -0.0045, 0.0018, 0.0004
Si, -0.0126, 2.6839, 8.0254, -0.0063, -0.0053, 0.0053
Si, 2.6962, -0.027, 8.0446, -0.002, -0.0014, 0.0071
Si, -0.0317, 8.1459, 8.006, 0.0043, -0.0011, -0.0001
Si, 2.7128, 5.414, 8.0156, -0.0047, -0.0036, -0.0002
Si, 5.3983, 2.6987, 8.0124, 0.0027, 0.0097, 0.0026
Si, 8.145, -0.0514, 8.0168, -0.0002, 0.0068, -0.0002
Si, 5.4126, 8.11, 8.0184, -0.0005, 0.0037, 0.0023
Si, 8.1369, 5.4258, 8.0315, -0.0007, 0.0012, 0.0011
Si, 1.3662, 4.0499, 9.3763, 0.0038, 0.0008, -0.0077
Si, 4.0252, 1.382, 9.388, -0.0047, -0.0011, -0.0077
Si, 1.3057, 9.4811, 9.3805, 0.0007, 0.006, 0.0009
Si, 4.0138, 6.7904, 9.3928, -0.0036, -0.0053, 0.0004
Si, 6.7434, 4.0615, 9.3568, -0.0096, -0.0085, -0.0007
Si, 9.4945, 1.3059, 9.3741, 0.0059, 0.0007, 0.0018
Si, 6.7678, 9.4891, 9.3771, -0.0002, 0.0041, -0.0059
Si, 9.4804, 6.8269, 9.3751, -0.0004, -0.004, -0.0068
Si, -0.033, -0.0485, 10.7577, -0.0139, -0.0094, -0.0086
Si, 2.682, 2.7098, 10.8186, -0.0028, 0.0003, -0.0043
Si, 0.0305, 5.4891, 10.6589, 0.0036, -0.0005, 0.0037
Si, 2.629, 8.1365, 10.7774, -0.0054, 0.0002, -0.0112
Si, 5.376, -0.0041, 10.6896, 0.0043, 0.0086, 0.0006
Si, 8.1046, 2.6842, 10.682, -0.003, -0.0015, -0.0146
Si, 5.3285, 5.3766, 10.7096, 0.0045, 0.0018, -0.012
Si, 8.1194, 8.1631, 10.7783, -0.0066, -0.0008, -0.0031
Si, 1.3217, 1.2942, 12.1307, 0.0112, 0.0023, 0.0029
Si, 3.9984, 4.1088, 12.2161, -0.0094, 0.0012, 0.0022
Si, 1.3195, 6.7433, 12.2029, 0.0016, -0.0013, -0.0032
Si, 3.9415, 9.6032, 12.0496, -0.0077, 0.0057, 0.0082
Si, 6.6764, 1.3799, 12.0561, -0.0062, -0.0028, 0.0049
Si, 9.5561, 4.0814, 11.8767, 0.005, -0.0045, 0.0127
Si, 6.6602, 6.7514, 11.9974, -0.0046, 0.0038, -0.0013
Si, 9.4912, 9.5268, 12.1792, 0.0059, 0.0068, -0.0017
Si, -0.0362, 2.7724, 13.3078, -0.0008, 0.0153, 0.0004
Si, 2.6676, 0.0008, 13.6161, 0.0097, -0.0043, -0.0191
Si, -0.0203, 8.1085, 13.584, -0.0008, -0.0011, -0.0063
Si, 2.627, 5.4025, 13.709, -0.0031, 0.0006, -0.0088
Si, 5.3239, 2.6778, 13.5292, 0.0104, -0.0032, -0.0084
Si, 8.0348, 0.0873, 13.4285, -0.0124, -0.0057, -0.0015
Si, 5.1818, 8.1129, 13.2807, -0.0062, -0.0043, 0.0045
Si, 8.1037, 5.3108, 13.1673, -0.0015, -0.007, -0.0017
Si, 1.4135, 3.725, 14.925, -0.0245, -0.0098, 0.0887
Si, 3.8137, 1.5778, 15.0185, 0.0183, -0.0011, 0.1126
Si, 1.5192, 9.2852, 14.9335, -0.0091, 0.0048, 0.0658
Si, 3.7741, 7.1275, 14.8837, 0.0151, 0.0051, 0.0584
Si, 7.0174, 3.8586, 14.6005, -0.0049, 0.0109, 0.0661
Si, 9.2171, 1.7448, 14.5832, 0.0046, 0.006, 0.0461
Si, 6.8302, 9.2045, 14.4328, 0.017, 0.0084, 0.0549
Si, 9.0018, 6.9499, 14.5171, -0.0237, -0.0046, 0.0538
Si, 0.7255, 6.8386, 19.328, 0.0052, 0.0006, 0.0358
Si, -0.5267, 10.7816, 16.6777, -0.0173, -0.003, 0.0723
Si, 5.4947, 5.5105, 16.8754, -0.0086, -0.0077, 0.0865
Si, 0.5181, 14.8479, 20.307, 0.0034, -0.0048, 0.0336
Si, -3.6679, 7.1497, 22.1568, -0.006, -0.0144, 0.007
Si, -2.7316, 6.4767, 17.6053, 0.0094, -0.0123, 0.0638
Si, 5.6118, 0.8802, 17.693, 0.0061, 0.005, 0.0665
Si, 4.5584, 3.4935, 18.5474, -0.0125, -0.007, 0.0531
Si, 7.6783, 9.4917, 17.1536, 0.0049, 0.0003, 0.0633
Si, 0.5912, 1.2587, 21.8947, 0.0016, 0.0086, 0.0092
Si, -1.2713, 0.5115, 19.6525, -0.0009, 0.0064, 0.0455
Si, -2.3934, 14.1034, 20.7872, -0.0013, 0.006, 0.0243
Si, 2.9736, 2.2127, 20.517, -0.0025, 0.0081, 0.0294
Si, 4.2092, 6.1336, 22.0844, 0.0031, -0.0037, 0.0073
Si, 4.373, 10.6495, 20.3813, -0.0124, -0.0021, 0.0305
Si, 2.1133, 9.6453, 23.133, 0, 0.0011, -0.0062
Si, -2.0378, -2.4573, 19.7103, 0.0218, -0.0043, 0.0539
Si, 2.5786, 7.1047, 24.5941, -0.0012, -0.0072, -0.0287
Si, 4.7865, 11.2072, 23.2505, -0.0003, 0.006, -0.0025
Si, 2.8259, 8.1532, 20.5829, 0.0014, -0.0075, 0.0186
Si, -1.7846, 3.2617, 25.5379, 0.0058, -0.0007, -0.0363
Si, -4.6157, 5.4232, 19.8938, -0.0013, -0.0078, 0.0608
Si, -0.0719, 4.8096, 17.5913, -0.0035, 0.012, 0.078
Si, 0.6566, 12.4039, 25.7875, -0.0058, 0.0123, -0.0502
Si, 3.277, 2.3653, 25.0647, 0.0091, -0.0015, -0.0325
Si, 11.8729, 3.1997, 28.0506, 0.0001, 0.0053, -0.056
Si, -1.877, 13.3766, 28.3073, 0.0302, -0.004, -0.0684
Si, 1.1099, 8.1693, 28.419, 0.0217, -0.0028, -0.0646
Si, 8.7145, 1.5773, 23.2432, 0.0013, 0.0061, -0.0138
Si, 7.5498, 4.3267, 23.2886, 0.0019, 0.0071, -0.0113
Si, -0.648, 7.1545, 29.5986, -0.0112, -0.0165, -0.0423
Si, -1.9429, 0.4598, 25.9406, -0.0003, -0.0023, -0.0462
Si, -3.475, 9.9108, 23.9076, -0.0061, -0.0016, -0.0162
Si, 4.6447, 3.3171, 22.7167, -0.0026, 0.0029, 0.0025
Si, 1.1895, 4.4238, 25.3809, -0.0116, -0.0066, -0.0284
Si, 12.4389, 0.274, 28.4722, -0.0167, 0.0256, -0.0603
Si, 3.8426, 14.4554, 27.9027, -0.0176, -0.0006, -0.0354
Si, 4.1611, 1.378, 29.5463, -0.0115, 0.0173, -0.0654
Si, 14.6247, 6.7503, 27.4787, -0.0043, -0.0109, -0.0343
Si, 5.1784, 7.7654, 29.7819, -0.0149, -0.0192, -0.0617
O, 0.8334, 0.2184, 29.9347, 0.0076, -0.0353, 0.0807
O, -1.1752, 1.3187, -0.5252, -0.0364, -0.0412, -0.1163
O, 10.4479, 3.1296, 28.8292, -0.0071, -0.0005, 0.0296
O, 3.3073, 1.8428, 30.819, -0.0133, -0.0093, 0.0329
O, -6.8204, 6.6885, 0.6424, -0.0083, -0.0155, 0.0189
O, -0.3192, 5.6661, 30.1282, 0.005, -0.0021, 0.0336
O, -1.9911, 11.8823, 27.5218, -0.0002, 0.0002, 0.0352
O, 0.6234, 8.1597, 30.0198, -0.0019, 0.0177, 0.0196
O, 15.837, 7.6283, 28.1574, 0.005, 0.0078, 0.0278
N, 6.3531, -2.0352, 30.6007, -0.0068, -0.0101, 0.0315
O, 8.0648, 2.5932, 29.6347, -0.0398, 0.0366, 0.0922
O, 14.0369, 11.3963, 28.6096, 0.0192, -0.0053, 0.0144
O, 8.7579, 7.5869, -1.5065, -0.0222, 0.011, 0.0372
O, 5.5327, 6.2124, 30.2165, -0.0023, -0.0042, 0.0339
O, 5.3139, 11.2426, 30.0035, 0.0207, -0.0143, 0.0434
O, -1.622, 5.2897, 17.9685, -0.0049, 0.0069, -0.0181
O, -2.7175, -0.8772, 25.3858, 0.0059, -0.0024, 0.0078
O, 2.5728, 2.6262, 15.4512, -0.0062, -0.0022, -0.044
O, 7.0475, 0.087, 17.5922, 0.0041, -0.0061, -0.0282
O, 0.8233, 9.9807, 16.2666, 0.0157, -0.0064, -0.0506
N, -2.7778, 8.1514, 18.2026, -0.0101, 0.0109, -0.0364
O, -0.5921, 11.2985, 18.1967, 0.0041, -0.0099, -0.0471
O, 2.6709, 8.2206, 15.4395, -0.0011, -0.0037, -0.0288
O, 6.4598, 4.7871, 15.8107, 0.0159, -0.0201, -0.0632
O, 4.7018, 6.7315, 16.1801, -0.0156, 0.0081, -0.06
O, 8.1285, 2.8079, 15.2257, 0.004, -0.0106, -0.033
O, 10.1908, 1.2207, 15.782, -0.0057, 0.0161, -0.0399
O, -1.7986, 9.8223, 16.3994, 0.0016, -0.002, -0.0339
N, 6.5757, 5.9155, 18.1981, -0.0059, 0.0017, -0.0549
O, -0.0238, 0.4663, 20.6479, 0.0005, -0.0053, -0.0126
O, 0.9303, -5.3195, 20.3598, -0.0016, 0.0048, -0.0169
O, 4.9202, 10.9907, 18.9238, 0.007, 0.0005, -0.0243
O, 4.3295, 4.4417, 17.2673, 0.0045, 0.012, -0.0386
N, 5.8253, 6.3975, 21.3869, 0.0016, 0.0102, -0.0135
O, 0.392, 4.2566, 16.1359, 0.024, -0.019, -0.0783
O, 1.8896, 7.9556, 19.2996, -0.0018, 0.0036, -0.0177
O, -2.101, -0.854, 19.9206, -0.0026, -0.0118, -0.022
O, 0.7297, 6.2026, 17.8386, 0.0028, -0.0084, -0.0376
O, -2.3417, 6.6695, 16.0534, 0.0123, 0.0081, -0.0716
O, -4.9345, 14.962, 23.3559, 0.0039, -0.0001, 0.0061
O, 3.1891, 2.7685, 19.0047, 0.0093, 0.0031, -0.0323
O, 5.7473, 2.4276, 18.2051, 0.0062, -0.0085, -0.0283
O, 1.9568, 8.7947, 21.7708, 0.0049, -0.0011, -0.0059
O, 6.5858, 9.0374, 16.0505, -0.0093, 0.0003, -0.0579
O, 5.2778, 11.035, 21.6863, 0.0029, 0.0035, -0.0072
O, 4.9351, 15.4133, 19.7293, 0.0053, 0.0018, -0.031
O, -7.6001, 6.6546, 20.8939, 0.0004, 0.003, -0.0137
O, -0.5979, 7.6888, 19.7019, -0.0072, -0.0014, -0.0238
O, -3.4, 4.3784, 20.2397, -0.0075, 0.0029, -0.0237
O, -7.2772, 10.1488, 23.461, 0.0034, -0.0039, -0.001
O, 0.358, 3.6828, 18.6956, -0.0068, 0.0054, -0.035
O, 4.6635, 0.9613, 16.3403, -0.0359, 0.0089, -0.0789
O, 1.8073, 8.5353, 24.3118, -0.0035, 0.0045, 0.0095
O, 4.3826, 13.4567, 21.2817, 0.0008, -0.0017, -0.0159
N, 8.4681, 1.7769, 24.9388, 0.0054, -0.0047, 0.0134
O, -2.8201, 7.6906, 20.9069, 0.0045, 0.0052, -0.0194
O, -2.2089, 1.8334, 19.9241, 0.0011, -0.0044, -0.0154
O, -2.8417, 8.1777, 14.1019, -0.0036, 0.0083, -0.02
O, 4.1242, 9.065, 20.3478, 0.0068, 0.0029, -0.0126
O, 2.498, 3.7422, 24.7022, 0.0033, -0.0003, 0.0126
O, 3.7221, 6.9511, 23.4192, 0.0018, 0.0034, 0.003
O, 4.8393, 13.5776, 28.848, 0.0107, -0.0087, 0.0285
O, 14.6134, 4.6277, 22.4522, -0.001, -0.0004, 0
O, 7.1854, 8.4084, 23.2519, 0.0014, 0.0062, 0.0023
N, 4.3205, 12.8378, 23.7638, 0.0067, -0.0033, 0.0074
O, -8.438, 3.3943, 28.7524, 0.0077, -0.006, 0.0342
O, -4.8925, -0.2342, 24.1672, 0.0064, -0.0021, 0.0044
O, -0.6109, 1.7672, 22.8247, 0.0001, -0.0027, -0.0026
O, -0.949, 3.9141, 20.9445, 0.0035, 0.0023, -0.0146
N, 1.4404, 2.6791, 21.1406, 0.0055, 0.0002, -0.0057
O, 2.1092, 1.2409, 25.1182, 0.0009, -0.0032, 0.0165
N, 7.9869, 2.8964, 22.3952, 0.0072, -0.0156, -0.0047
O, 3.9213, 13.6086, 26.505, 0.0097, 0.0012, 0.0231
O, 2.9641, 11.463, 20.5397, 0.0057, -0.0061, -0.0126
O, 4.0967, 5.1566, 27.6636, 0.0087, 0.0046, 0.0235
O, 3.6698, -2.6482, 30.2683, -0.0192, -0.0055, 0.0334
O, 19.231, 4.4009, 24.6935, 0.001, -0.0005, 0.0153
O, 7.9246, 5.8313, 22.7856, 0.0034, -0.0003, -0.0075
O, 1.163, 4.4824, 27.0124, 0.0086, -0.0004, 0.0259
O, -0.3096, 7.3994, 28.001, 0.0045, 0.0039, 0.0455
O, 3.5219, 7.0996, 25.9188, 0.0049, 0.0004, 0.0157
N, 11.8838, 1.571, 27.4585, 0.0071, -0.018, 0.0368
O, 12.1744, 11.0204, 22.8454, 0.0051, -0.0034, -0.0014
O, 1.3411, 9.6589, 27.8347, -0.0035, -0.0013, 0.0267
O, -0.3539, 0.2773, 25.5607, 0.0005, -0.0076, 0.0167
N, -0.0467, 14.0086, 25.2933, 0.0095, -0.0095, 0.0168
O, -2.6359, 10.9181, 22.9066, 0.0037, -0.0071, -0.0012
O, 1.3783, 5.9549, 24.7901, 0.0124, 0.0085, 0.0056
O, 2.3294, 7.1572, 28.1609, -0.0047, 0.0139, 0.0229
O, 12.3221, 3.9291, 31.1471, 0.0273, -0.0043, -0.0037
O, 8.6264, 3.4965, 27.0805, -0.0064, 0.001, 0.0245

Results
free energy: -137044.059 eV
free energy less fixed offsets of N -386.36, O -570.45, Si -639.56 eV per atom: 6.151 eV

The program warned: the cutoff lies below the one the program advises for these potential files; the forces do not sum to zero within the program's tolerance; empty levels may hold ghost states of the PAW files; the exchange-correlation potential is rough where the density is thin.
